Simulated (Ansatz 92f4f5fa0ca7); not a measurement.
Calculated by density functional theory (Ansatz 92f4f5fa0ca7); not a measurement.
Periodic cell of 220 atoms, Si131O87Al1F1, from a study of silicon, its oxide and their interface. The atomic structure is a simulated model.
Doubt: the cutoff is far below the 930 eV that the study's wrapper takes by default for these files, so forces and energies are approximate.
Doubt: the program's own warning below bears on the result.
This geometry differs little from another in the collection (a relaxation step or a small displacement).

Settings
functional: PBE
potential files: Ansatz PAW
basis: plane waves
wave-function cutoff: 580 eV
density cutoff ratio: 5
exchange-correlation grid ratio: 1
k mesh: 1 x 1 x 1, Gamma-centred
self-consistency stop: 5e-08 eV per atom in the density residual
occupations: fixed
spin: none
net charge: 0

Cell vectors (angstrom)
a 10.938 0 0
b 0 10.938 0
c 0 0 32.6728

Atoms: element, x, y, z (angstrom)
Si -0.3266 0.2803 25.2442
Si 5.7331 -0.4343 25.153
Si 2.5262 3.043 25.2222
Si 8.4477 2.5581 25.224
Si 0.2689 5.2294 25.2103
Si 5.077 5.7967 25.2621
Si 3.0303 8.1926 25.0836
Si 8.1039 8.4109 25.241
Si 1.372 1.3926 26.4672
Si 6.7656 1.385 26.3978
Si 3.994 4.2261 26.6308
Si 9.6274 4.0918 26.5641
Si 1.3608 6.9588 26.3988
Si 6.8472 6.8296 26.466
Si 4.1464 9.5596 26.5991
Si 9.5291 9.6516 26.6185
Si 2.7225 0.0203 27.8686
Si 8.1131 0.0622 27.9018
Si 0.0278 2.7152 27.915
Si 5.4345 2.7663 27.8424
Si 2.6357 5.5828 27.9254
Si 8.2036 5.4617 27.8672
Si -0.0075 8.2382 27.8688
Si 5.4999 8.1609 27.9138
Si 4.1018 1.3673 29.2546
Si 9.5708 1.3673 29.2546
Si 1.3673 4.1018 29.2546
Si 6.8362 4.1018 29.2546
Si 4.1018 6.8362 29.2546
Si 9.5708 6.8362 29.2546
Si 1.3673 9.5708 29.2546
Si 6.8362 9.5708 29.2546
Si 0 0 30.6218
Si 5.469 0 30.6218
Si 2.7345 2.7345 30.6218
Si 8.2035 2.7345 30.6218
Si 0 5.469 30.6218
Si 5.469 5.469 30.6218
Si 2.7345 8.2035 30.6218
Si 8.2035 8.2035 30.6218
Si 1.3673 1.3673 31.9891
Si 6.8362 1.3673 31.9891
Si 4.1018 4.1018 31.9891
Si 9.5708 4.1018 31.9891
Si 1.3673 6.8362 31.9891
Si 6.8362 6.8362 31.9891
Si 4.1018 9.5708 31.9891
Si 9.5708 9.5708 31.9891
Si 2.7345 0 0.6835
Si 8.2035 0 0.6835
Si 0 2.7345 0.6835
Si 5.469 2.7345 0.6835
Si 2.7345 5.469 0.6835
Si 8.2035 5.469 0.6835
Si 0 8.2035 0.6835
Si 5.469 8.2035 0.6835
Si 4.1018 1.3673 2.0507
Si 9.5708 1.3673 2.0507
Si 1.3673 4.1018 2.0507
Si 6.8362 4.1018 2.0507
Si 4.1018 6.8362 2.0507
Si 9.5708 6.8362 2.0507
Si 1.3673 9.5708 2.0507
Si 6.8362 9.5708 2.0507
Si 0 0 3.418
Si 5.469 0 3.418
Si 2.7345 2.7345 3.418
Si 8.2035 2.7345 3.418
Si 0 5.469 3.418
Si 5.469 5.469 3.418
Si 2.7345 8.2035 3.418
Si 8.2035 8.2035 3.418
Si 1.3362 1.301 4.8222
Si 6.8532 1.3156 4.7183
Si 4.0827 4.1271 4.7122
Si 9.6215 4.0836 4.7745
Si 1.3801 6.8649 4.8933
Si 6.9232 6.7792 4.6987
Si 4.1105 9.5168 4.8276
Si 9.6251 9.5655 4.8514
Si 2.6674 -0.1164 6.2307
Si 8.2131 0.0393 6.1531
Si -0.0847 2.6552 6.1877
Si 5.4234 2.6755 5.9396
Si 2.8455 5.476 6.1999
Si 8.3029 5.4986 6.1044
Si -0.0111 8.2024 6.3859
Si 5.5691 8.0667 6.0554
Si 3.8878 1.5598 7.3014
Si 9.0179 1.7799 7.6016
Si 1.6486 3.7871 7.2851
Si 6.8312 4.0533 7.1466
Si 4.7197 6.358 7.461
Si 9.2984 7.0047 7.6888
Si 1.3225 9.5778 7.8353
Si 7.1129 9.2766 7.3373
O 1.383 4.1221 24.7072
O 6.9824 9.5143 24.7645
O 2.7855 2.6888 7.7672
O 8.1848 8.1957 7.9749
O 5.7609 5.123 7.9064
O -2.1495 2.3162 18.7411
O 4.0994 7.0183 24.6121
O 9.5406 1.4232 24.702
O 2.1902 8.5042 8.7454
O 0.9614 4.3294 8.6672
O 9.3798 1.1514 9.0851
O 6.4351 10.0055 8.6169
O 4.6052 1.0407 8.6716
O 4.457 7.1914 8.8447
O 7.8714 2.9617 7.9166
O 9.6841 6.3909 9.1842
O 3.2668 2.4094 23.9069
O 4.9322 -0.4201 23.718
O 7.8385 3.3788 23.9382
O 10.5419 5.8167 23.8419
O 8.8176 7.844 23.8764
O 0.1864 10.3901 23.9298
O 5.5137 4.7719 24.0828
O 1.3173 10.3905 21.4934
Si 4.1339 6.7359 12.1851
Si 8.4687 -2.335 14.6126
Si 5.3409 2.8396 13.3254
Si 6.715 -3.9886 18.8795
Si 8.5468 -9.6395 17.5117
Si 1.7655 -3.1574 18.2301
Si 0.9472 9.5442 22.7826
Si 11.7836 3.6115 10.1307
Si 5.3362 10.7927 9.4963
Si 2.6514 4.0581 12.4417
Si 13.3055 -5.4821 16.54
Si -1.144 2.9869 19.8485
Si 10.9523 1.2033 15.4888
Si 0.5082 -6.8229 14.5193
Si 6.5362 0.3433 12.2128
Al 0.4958 11.2735 20.1331
Si 14.3098 -6.0632 20.5764
Si 6.7916 -5.7918 11.914
Si 5.5284 -2.0101 13.8008
Si 6.5066 3.8863 23.1429
Si 9.5424 0.0304 12.8276
Si 10.7117 0.6662 9.9199
Si 1.8127 -0.3286 17.4153
Si 4.105 -3.1869 20.4677
Si 9.195 -4.9454 13.4704
Si 0.8558 -5.7962 19.0186
Si 6.0056 2.4338 16.2435
Si 4.0547 2.3286 22.4738
Si 4.7593 -0.4596 16.3256
Si 9.9311 7.0529 22.9774
Si 7.5366 -1.4727 17.3769
Si 9.4282 5.5675 10.5886
Si -2.727 5.2492 21.0584
Si 3.8443 -0.7155 22.5493
Si 4.9455 4.8169 17.7184
Si 14.4631 -2.6872 9.6562
O 1.6581 4.5875 17.7173
O 9.8824 -9.9776 16.67
O 19.0381 0.7255 12.483
O 6.0922 -1.1953 12.4958
O 2.9376 -2.9041 19.3713
O 5.9498 6.1057 17.704
O 3.7875 -4.609 21.2607
O 4.4875 7.7596 13.3848
O -1.1822 6.4199 11.964
O 2.2676 3.9615 10.8572
O 14.5657 -7.3858 21.5017
O 5.0197 1.1471 16.2995
O 5.6504 1.2613 13.1964
O 4.2048 4.7551 19.18
O 2.5741 9.2883 23.5289
O 10.3909 4.2478 10.7001
O 16.6739 3.4198 17.5109
O 7.9508 -0.0921 18.1226
O 4.1778 -1.8809 21.4931
O 7.5443 1.941 16.3828
O 5.6742 2.5397 22.6953
O 5.9512 -1.3165 17.0282
O -3.2666 -2.8251 18.2738
O 1.5448 0.5388 18.7343
F -0.8157 -0.703 19.8802
O 7.6206 5.6007 13.2477
O 7.8418 5.1224 10.647
O 17.1416 -7.2771 12.209
O 5.7487 3.2593 14.8471
O 9.9967 -6.1961 14.1298
O -1.7761 -1.4406 13.4257
O 3.2264 7.5247 11.0723
O 1.4874 -5.7077 15.1985
O 14.6989 3.004 12.9728
O 11.2825 -8.1341 15.4491
O 9.296 -3.7371 14.5488
O 6.8818 -2.6721 14.4131
O 9.2247 6.3892 21.6853
O -0.5207 0.7992 13.9743
O 0.2321 8.0879 22.6114
O 1.7665 4.887 20.35
O 7.6499 -5.054 19.68
O 5.5979 -3.2773 19.8428
O 2.4372 -3.9044 16.9333
O 1.0974 -1.7973 17.6855
O 3.2038 -5.3879 12.7808
O 3.6908 0.8005 21.9197
O 10.8123 -8.9938 20.5025
O 10.4339 4.3065 19.0943
O 6.1348 0.6242 10.6676
O 5.5416 -4.7906 11.5719
O 12.1785 3.6848 13.1381
O -4.0334 -5.9682 22.0105
O 3.9097 4.942 16.4543
O 8.8637 -7.173 20.9687
O -2.4017 -1.6267 16.0736
O 3.396 -0.6869 17.1538
O 11.659 1.9803 10.1184
O 12.2414 0.327 15.9753
O 4.2281 9.6907 9.9657
O 11.4792 -0.4032 8.932
O 10.3557 0.0024 11.379
O 4.6996 -1.0336 14.7957
O 0.6307 6.7635 18.8546

Results
free energy: -135998.625 eV
free energy less fixed offsets of Al -1619.15, F -1619.15, O -568.88, Si -635.61 eV per atom: -2.855 eV

Forces (eV/angstrom), in the order of the atoms: element, x, y, z
Si 0.0261 -0.0169 0.0276
Si 0.0456 0.1274 0.2356
Si 0.0284 -0.0166 0.0467
Si -0.0157 0.0121 -0.0028
Si -0.0877 0.0831 0.0062
Si 0.0431 0.0285 0.1658
Si -0.243 -0.1135 0.0151
Si 0.0278 -0.0402 0.0105
Si -0.0013 -0.0147 -0.0053
Si -0.0368 -0.1085 -0.0614
Si -0.022 0.031 -0.0474
Si -0.0102 0.0394 0.0052
Si -0.0139 -0.0068 -0.0791
Si -0.0221 -0.0066 0.0182
Si 0.125 0.2218 0.0105
Si 0.044 -0.0328 -0.0198
Si -0.0408 -0.0082 -0.0052
Si -0.0023 0.0481 0.0301
Si 0.0168 -0.0169 0.0316
Si 0.0168 0.0087 0.0323
Si 0.0809 0.0113 0.0223
Si -0.0122 -0.012 -0.0052
Si -0.0113 0.0555 0.0087
Si 0.0502 -0.1095 0.0408
Si 0.0255 0.1273 -0.208
Si -0.1806 0.0295 0.097
Si -0.2554 0.2224 0.2537
Si -0.0143 -0.116 -0.2193
Si -0.0449 0.0478 0.3297
Si 0.0169 -0.0133 -0.2316
Si 0.0893 0.0307 -0.0859
Si -0.1699 0.0837 0.2176
Si -0.081 -0.0429 -0.0264
Si 0.0068 -0.1081 -0.0012
Si 0.1161 0.1059 -0.0338
Si 0.0619 0.0247 0.006
Si -0.0077 -0.1535 0.0299
Si -0.0705 -0.079 -0.0259
Si 0.1412 0.0507 0.027
Si 0.0435 0.0731 -0.0315
Si -0.0357 0.0414 -0.0339
Si -0.0222 -0.0015 -0.0398
Si 0.0306 -0.0262 0.005
Si -0.0623 0.0626 0.0013
Si -0.0307 0.0266 -0.0436
Si -0.0187 -0.0118 -0.0288
Si -0.0445 0.0747 -0.0062
Si 0.0208 -0.0163 0.0112
Si 0.0378 -0.035 0.0221
Si -0.0294 0.024 0.0177
Si -0.0171 0.0232 0.0111
Si 0.0544 0.007 0.0232
Si 0.0406 -0.0497 0.0073
Si 0.0066 -0.0663 0.0417
Si 0.0523 -0.068 0.0107
Si 0.0153 0.0137 0.004
Si -0.078 -0.056 0.0333
Si -0.0235 0.0033 0.0235
Si 0.0011 -0.0132 0.0092
Si -0.0947 -0.0001 -0.0298
Si 0.029 -0.0158 0.0193
Si 0.0706 0.1654 0.0026
Si -0.0652 0.058 0.0098
Si -0.0446 -0.031 0
Si 0.0596 -0.3431 -0.0731
Si -0.2629 -0.4642 -0.1183
Si -0.4332 -0.2181 0.0574
Si 0.112 0.1112 -0.1076
Si 0.4079 0.1922 0.2871
Si 0.1857 -0.0731 -0.5569
Si -0.137 -0.0505 0.2911
Si 0.514 0.3509 -0.1144
Si 0.0013 -0.0377 -0.0499
Si 0.0062 -0.0323 -0.0116
Si -0.0152 0.0118 -0.0422
Si 0.0155 -0.0066 -0.0522
Si 0.0014 -0.0157 -0.0089
Si -0.0459 0.0205 -0.0567
Si 0.0007 0.0076 -0.0304
Si -0.014 0.0326 -0.0241
Si 0.0065 -0.0121 -0.0029
Si -0.0366 0.0198 0.0126
Si -0.0408 0.0412 0.0524
Si 0.0285 -0.005 -0.0073
Si -0.0039 0.0251 0.0192
Si 0.037 -0.0446 0.0185
Si 0.0681 -0.0142 -0.0133
Si 0.0154 0.0192 0.0285
Si 0.0138 0.0055 0.0628
Si 0.0374 -0.0588 -0.0502
Si -0.0238 0.05 0.0251
Si -0.0265 -0.0126 0.0503
Si -0.0813 0.0264 0.0086
Si -0.0314 -0.038 0.0692
Si -0.0029 0.0059 0.0091
Si -0.0704 0.0798 -0.1283
O 0.0547 -0.0028 -0.0191
O 0.0073 0.0394 -0.0225
O 0.0216 -0.0478 -0.0194
O 0.0828 -0.0836 0.0067
O 0.0512 -0.0218 -0.0212
O 0.0349 0.0005 0.034
O 0.0335 -0.1059 -0.0774
O -0.0132 -0.0155 -0.004
O 0.0133 -0.0004 0.0045
O 0.0023 -0.0153 0.0009
O 0.0123 -0.006 0.0364
O -0.0451 0.0451 0.104
O -0.0051 -0.0091 -0.015
O -0.0048 0.0155 0.0136
O 0.0216 0.0214 -0.0021
O 0.0069 -0.001 -0.0105
O 0.0151 -0.0075 -0.0294
O -0.1011 -0.0032 -0.1608
O -0.0351 0.0213 -0.0176
O -0.0103 0.0403 -0.0059
O 0.0354 -0.0223 -0.0145
O 0.0124 0.0192 -0.029
O 0.0233 -0.0597 -0.082
O 0.1878 -0.1417 0.262
Si -0.007 0.0167 0.0165
Si -0.0009 -0.006 0.0159
Si -0.0001 -0.0035 0.0146
Si 0.0004 0.0015 0.0193
Si -0.0146 0.0111 -0.0425
Si 0.0328 -0.0318 -0.007
Si -0.0103 -0.1441 0.215
Si -0.021 -0.0031 -0.0124
Si -0.0235 -0.0225 -0.0113
Si 0.0052 0.0027 0.01
Si 0.0004 0.0125 0.0084
Si -0.1521 0.1804 -0.0985
Si -0.0075 0.0221 -0.0146
Si -0.0051 0.0051 0.0035
Si -0.0005 0.0033 0.0032
Al -0.1719 -0.0032 -0.2645
Si 0.0413 -0.0128 -0.0105
Si 0.006 0.0085 0.0188
Si -0.0039 -0.0087 0.0131
Si 0.0198 -0.0052 -0.0045
Si -0.0012 0.005 -0.0057
Si -0.0023 0.0036 -0.0156
Si 0.046 -0.114 -0.1737
Si 0.0214 0.0482 0.0396
Si -0.0075 0.0029 0.0072
Si -0.0024 0.0152 -0.013
Si -0.0087 0.0077 0.005
Si 0.014 -0.0076 0.0077
Si 0.0098 -0.0033 -0.0007
Si 0.0603 0.0304 0.0062
Si -0.0118 -0.025 -0.0014
Si 0.0144 -0.0088 0.0051
Si -0.0364 0.0294 -0.016
Si -0.0346 -0.0688 0.0157
Si 0.0054 0.0076 0.018
Si 0.014 0.0108 -0.0136
O -0.0081 0.0028 0.0093
O -0.0195 0.0084 0.0137
O 0.0055 -0.0021 -0.011
O 0.0005 -0.0098 -0.0022
O -0.0441 0.0083 -0.0323
O -0.0125 -0.0138 -0.0104
O 0.0008 -0.0117 -0.0072
O 0.0025 -0.0002 -0.0174
O 0 0.0081 0.0079
O 0.0129 0.0006 0.0062
O -0.0149 0.044 -0.016
O 0.0016 -0.0035 -0.0066
O -0.0027 0.009 -0.0101
O -0.0024 -0.0053 0.0056
O -0.0713 0.0337 -0.0021
O 0.007 0.0023 -0.0218
O -0.0057 0.0127 -0.001
O 0.014 0.0031 0.0128
O 0.0327 -0.0537 -0.0386
O 0.0117 -0.0031 -0.0026
O -0.0096 0.0032 0.0189
O 0.0054 0.0047 -0.0008
O 0.0024 0.0143 -0.0025
O 0.0857 0.0866 0.0001
F 0.0689 0.053 0.035
O 0.0068 0.0024 -0.0092
O -0.011 0.0038 -0.0034
O -0.0046 -0.0078 -0.0117
O 0.0072 -0.0034 0.0093
O 0.0213 -0.0111 -0.0056
O -0.0035 -0.0083 -0.0074
O 0.0076 -0.0201 0.0181
O 0.0052 0.003 -0.0038
O 0.0069 -0.0021 -0.0149
O -0.0051 -0.0283 -0.0017
O 0.0033 0.0094 -0.0079
O 0.0094 0.0031 -0.0112
O -0.0162 -0.0172 0.0042
O 0.0173 0.012 0.02
O -0.0533 -0.0181 0.0201
O -0.025 -0.0016 -0.0005
O 0.0015 0.0037 0.0204
O 0.0089 -0.0085 0.0086
O -0.0171 0.0121 0.0175
O 0.0102 0.0117 0.0164
O 0.0045 0.0033 -0.0169
O 0.0112 0.0486 -0.0046
O 0.0019 0.0901 0.0781
O -0.0084 -0.0521 0.0404
O 0.0145 0.01 0.0126
O -0.0013 -0.0024 -0.0121
O -0.0122 0.0017 0.0112
O 0.0431 0.0138 -0.0086
O 0.0006 -0.0006 -0.0037
O 0.0504 -0.0538 -0.0193
O 0.0005 0.0064 0.0042
O -0.0343 0.019 0.0086
O 0.0046 0.0183 -0.008
O 0.0064 0.0008 0.0101
O 0.0112 0.008 -0.0259
O -0.0158 0.0226 0.0179
O -0.0117 -0.0114 0.0228
O -0.0036 0.0174 0.0129
O 0.0046 -0.0047 0.0007

The program warned: the cutoff lies below the one the program advises for these potential files; the model core charge is not resolved on the grid; the forces do not sum to zero within the program's tolerance; the exchange-correlation potential is rough where the density is thin.
